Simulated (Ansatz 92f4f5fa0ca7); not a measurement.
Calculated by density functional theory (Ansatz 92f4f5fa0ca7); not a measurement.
Periodic cell of 216 atoms, Si120O64H32, with a vacuum gap, from a study of silicon, its oxide and their interface. The atomic structure is a simulated model.

Settings
functional: r2SCAN
potential files: Ansatz PAW
basis: plane waves
wave-function cutoff: 800 eV
density cutoff ratio: 5
exchange-correlation grid ratio: 1
k mesh: 1 x 1 x 1, shifted by 0.5 0.5 0 of a step
self-consistency stop: 1e-11 eV per atom in the density residual
occupations: fixed
spin: none
net charge: 0
applied field: sawtooth along c, amplitude -0.015 V/angstrom in the program's sign convention, ramp centred at 0.9872 of c and 0.0256 of c wide, no dipole correction

Cell vectors (angstrom)
a	10.888	0	0
b	0	10.888	0
c	0	0	39.0715

Atoms and the computed forces on them: element, x, y, z (angstrom), force x, y, z (eV/angstrom)
Si	0.2842	-0.0525	25.3759	-0.0022	0.0019	-0.0379
Si	2.4023	3.2223	25.2667	0.0051	-0.0061	-0.0463
Si	0.0411	5.3311	25.2769	-0.0097	0.0004	-0.0356
Si	2.4875	8.5179	25.6313	0.0069	0.0091	-0.0331
Si	5.5468	-0.3241	25.5001	-0.0057	-0.0022	-0.0244
Si	7.8708	3.023	25.4258	0.0087	-0.0074	-0.0405
Si	5.8035	5.4417	25.2364	0.008	0.0136	-0.0369
Si	7.8975	8.5149	25.6329	0.0045	-0.0115	-0.0375
Si	1.4145	1.5388	26.6596	0.0023	0.0007	-0.0097
Si	4.0679	4.3174	26.5135	0.0033	-0.0034	-0.0055
Si	1.2593	6.8381	26.653	-0.002	0.0032	-0.0104
Si	4.0456	9.5765	26.994	-0.0012	-0.001	-0.0123
Si	6.6611	1.4311	26.6401	-0.0028	-0.0018	-0.011
Si	9.4679	4.1546	26.712	-0.0011	0.0018	-0.0115
Si	6.7736	6.8872	26.8392	0.0047	0.007	-0.0159
Si	9.5131	9.7588	26.7115	0.0034	-0.0009	-0.01
Si	-0.0395	2.7786	28.0453	-0.0107	-0.0044	0.0015
Si	2.7044	0.1835	28.1448	-0.0002	0.003	0.0062
Si	-0.0481	8.2719	28.0259	-0.011	0.0026	0.0039
Si	2.6888	5.5364	28.0089	0.0056	0.0067	0.0079
Si	5.3372	2.8484	27.9684	-0.0011	-0.0028	0.0045
Si	8.0863	0.1386	28.0604	-0.0002	0.0012	0.0064
Si	5.385	8.1533	28.2366	-0.0027	-0.0039	0.0025
Si	8.1718	5.5181	28.124	-0.0016	0.0162	0.0028
Si	1.3563	4.1345	29.3746	0.0049	-0.0018	0.036
Si	4.0882	1.4966	29.46	0.0179	-0.0072	0.02
Si	1.3377	9.604	29.4033	0.0056	-0.0179	0.0142
Si	3.9981	6.8019	29.5027	0.0166	0.0194	0.0105
Si	6.7679	4.1164	29.3901	0.0071	-0.006	0.0235
Si	9.488	1.4257	29.4262	0.005	-0.0065	0.0099
Si	6.8033	9.5819	29.4411	0.0124	0.0012	0.0219
Si	9.5406	6.8895	29.4417	-0.0023	-0.0047	0.0082
Si	-0.0436	0.0286	30.7679	-0.0206	0.0326	0.1791
Si	2.6892	2.7934	30.7908	-0.0033	-0.0063	0.1868
Si	0.0158	5.4877	30.7688	-0.0473	0.0413	0.1866
Si	2.6765	8.2246	30.803	-0.0178	0.0094	0.1773
Si	5.4434	0.061	30.7868	-0.0321	0.0204	0.176
Si	8.1376	2.7648	30.7857	-0.0321	0.0362	0.1768
Si	5.4036	5.4346	30.7899	0.0094	-0.0015	0.1814
Si	8.1563	8.2089	30.7957	-0.0025	-0.0056	0.1665
Si	1.3491	1.3792	32.1058	-0.1127	0.0492	0.2981
Si	4.0758	4.0791	32.1706	-0.0854	0.1461	0.4064
Si	1.3566	6.8262	32.1645	-0.094	0.1121	0.2741
Si	4.0932	9.5476	32.137	-0.1417	0.193	0.2402
Si	6.8259	1.3681	32.1677	-0.1037	0.1381	0.2407
Si	9.5431	4.0982	32.126	-0.1743	0.1802	0.1824
Si	6.7898	6.8049	32.1098	-0.0393	0.0812	0.3057
Si	9.5294	9.5372	32.1508	-0.1111	0.0819	0.3584
Si	0.0152	2.708	6.9331	0.1968	-0.1463	-0.1608
Si	2.7074	0.012	6.8924	0.0468	-0.1191	-0.3723
Si	-0.0365	8.1467	6.9471	0.0627	-0.0453	-0.3104
Si	2.7392	5.4534	6.9424	0.0957	-0.1995	-0.3448
Si	5.4365	2.6995	6.9475	0.0889	-0.056	-0.3231
Si	8.1929	-0.0116	6.9585	0.1536	-0.1489	-0.2464
Si	5.465	8.1577	6.9284	0.1705	-0.1432	-0.1935
Si	8.141	5.4244	6.8906	0.035	-0.1193	-0.3728
Si	1.4027	4.0577	8.2866	0.0132	-0.0233	-0.1675
Si	4.0953	1.3014	8.2823	0.017	-0.007	-0.189
Si	1.3585	9.5252	8.2367	0.0038	-0.0134	-0.1794
Si	4.1441	6.7596	8.2972	0.0417	-0.0188	-0.184
Si	6.8275	4.0457	8.2816	0.01	-0.0225	-0.1847
Si	9.5783	1.32	8.3202	0.0112	-0.0025	-0.1671
Si	6.8647	9.4691	8.3058	0.0094	-0.0144	-0.1777
Si	9.4705	6.7499	8.2749	0.0455	-0.0181	-0.198
Si	0.0318	-0.0829	9.6927	0.0045	0.0062	-0.0114
Si	2.7866	2.6852	9.6471	-0.0146	0.0063	-0.0144
Si	-0.053	5.3693	9.5853	0.0006	-0.0051	-0.0189
Si	2.7411	8.1569	9.5289	-0.0255	-0.0033	-0.0118
Si	5.484	-0.0721	9.6203	0.0024	0.0162	-0.0177
Si	8.1829	2.6739	9.6369	-0.0078	0.0064	-0.011
Si	5.5166	5.3856	9.6976	-0.0166	-0.0075	-0.0276
Si	8.1612	8.0621	9.7256	-0.0142	0.0087	-0.0272
Si	1.4233	1.3239	10.98	0.0023	-0.0051	-0.0123
Si	4.2246	3.9636	11.0443	-0.0001	-0.0075	-0.0129
Si	1.334	6.794	10.7811	0.0032	-0.0004	-0.005
Si	4.1517	9.3911	10.9218	-0.0058	0.0012	-0.0011
Si	6.8575	1.2708	10.9837	-0.0019	0.0017	-0.0046
Si	9.5188	4.0138	11.0238	0.0111	-0.0072	0.0004
Si	6.8109	6.7081	11.177	0.0047	-0.0026	-0.0067
Si	9.5956	9.3501	11.0652	0.016	-0.0013	-0.0106
Si	-0.0707	2.5532	12.3449	-0.0003	0.0053	0.01
Si	2.9364	-0.0179	12.2044	-0.0028	0.0007	0.0213
Si	0.1854	8.0059	12.4213	-0.0023	-0.0028	0.0134
Si	2.6321	5.3777	12.0061	-0.0129	0.0015	0.0245
Si	5.6699	2.6289	12.5012	0.0009	-0.0021	0.0187
Si	8.0995	-0.2183	12.3227	-0.0047	-0.0032	0.0148
Si	5.2859	8.0039	12.4859	-0.0037	0.0014	0.0181
Si	8.2809	5.3806	12.5389	0.0037	-0.0016	0.0164
Si	1.2226	4.171	13.3573	-0.005	0.0008	-0.037
Si	4.4834	0.9779	13.6623	0.0068	0.0005	-0.0451
Si	1.4204	9.7284	13.5088	-0.0094	0.0041	-0.0466
Si	3.7203	6.5653	13.6561	0.0036	-0.012	-0.0603
Si	7.2788	3.7456	13.9279	-0.0072	0.0065	-0.0633
Si	9.7679	0.7881	13.5794	0.0052	-0.0059	-0.0562
Si	6.5534	9.5527	13.7059	-0.0058	0.012	-0.045
Si	10.0289	6.4002	13.8021	0.0084	-0.0052	-0.0572
Si	1.0626	11.194	22.5325	-0.0019	-0.0022	-0.0777
Si	-11.0295	33.7357	16.2372	0.0018	-0.0028	-0.072
Si	8.3269	24.1198	22.4926	-0.0027	0.0001	-0.109
Si	-3.453	35.1475	18.9312	0.0088	0.0063	-0.0847
Si	17.2107	6.1738	22.2778	-0.0013	0.0039	-0.0848
Si	9.1524	6.8938	23.1884	-0.0029	0.0144	-0.0786
Si	5.4056	19.7929	20.9094	-0.0056	0.0068	-0.1047
Si	9.2083	17.2488	16.7729	-0.0175	0.0052	-0.1019
Si	-36.7847	29.8116	16.3172	0.0072	-0.002	-0.0799
Si	-8.4154	7.0283	16.5112	0	0.0061	-0.078
Si	3.1138	37.0219	17.4986	0.0077	-0.0051	-0.0933
Si	-0.6797	-23.6412	21.0452	-0.003	-0.0102	-0.082
Si	-7.178	-12.0867	23.3451	0.0019	0.0017	-0.0808
Si	-1.1043	-6.893	20.3914	0.0014	0.0084	-0.078
Si	-16.1176	3.3512	21.1663	0.0055	-0.0078	-0.0732
Si	-0.1278	-4.3063	19.4731	-0.0007	-0.0058	-0.0952
Si	18.7327	10.864	20.6805	-0.0079	0.0065	-0.0673
Si	-9.1624	-12.0668	16.6645	-0.0099	0.0061	-0.0893
Si	-13.0966	35.848	16.4135	0.0121	0.0023	-0.0924
Si	-6.5469	19.732	17.8943	-0.0121	-0.003	-0.098
Si	5.3755	16.1536	15.6781	0.0079	-0.0062	-0.0777
Si	1.7549	4.5018	20.1126	0.0096	0.0113	-0.0901
Si	24.2547	35.062	15.4346	0.0074	-0.0051	-0.0697
Si	24.5562	13.6799	22.2185	-0.0019	0.0227	-0.0864
O	7.9874	-3.5069	17.1721	0.0088	-0.0029	0.0371
O	-8.6489	4.2135	21.63	0.0109	-0.021	0.0508
O	8.6564	-7.4502	19.3974	0.0127	0.0075	0.0366
O	-18.034	18.2917	17.4556	0.0109	0.0098	0.0381
O	1.0929	12.4903	15.3421	-0.0077	-0.0058	0.0251
O	0.3968	25.3922	19.8736	-0.0051	-0.0006	0.0249
O	-10.956	8.1379	19.8522	-0.0078	0.0213	0.0442
O	-2.0396	15.6688	16.6571	0.0033	-0.0005	0.0356
O	19.3629	7.7837	24.326	-0.0095	0.0143	0.0465
O	4.2515	-19.154	21.5296	-0.0149	-0.0042	0.028
O	-10.5704	21.1091	21.4784	0.0154	0.0192	0.0444
O	6.838	15.0893	24.9317	-0.0022	0.0007	0.0218
O	6.0587	3.0069	19.6223	-0.0151	0.0071	0.0583
O	7.4479	24.3751	17.3176	-0.0157	-0.0091	0.0755
O	0.0832	11.3979	23.8312	-0.0093	-0.0044	0.0653
O	-8.1976	2.9122	16.9375	0.0033	0.0187	0.0446
O	-11.7578	2.3575	16.9241	-0.0085	0.0096	0.0207
O	-2.4391	0.8281	21.9272	0.0052	0.0144	0.0361
O	9.6649	6.9101	15.313	-0.0115	-0.002	0.0701
O	-7.5407	-2.5179	24.234	-0.0124	-0.0112	0.045
O	3.0089	13.6489	23.8193	-0.0043	0.0058	0.0828
O	1.1785	15.1232	24.84	0	0.0045	0.0207
O	-1.2745	11.4295	15.2069	0.0089	0.0058	0.0441
O	-0.9916	7.9692	22.2362	-0.0124	-0.0208	0.0527
O	-12.0192	27.4096	20.3704	-0.0072	-0.0072	0.0383
O	36.8903	-1.6939	21.935	-0.0223	0.0136	0.0642
O	12.8102	20.719	15.0609	0.0029	-0.0041	0.0604
O	-15.8577	6.7614	15.8224	0.0026	0.0096	0.0269
O	-29.497	9.9181	17.4466	0.0197	-0.0046	0.0352
O	-6.1627	21.612	24.0901	0.0162	0.0101	0.0459
O	12.221	8.1343	16.8682	0.0007	-0.005	0.0328
O	5.7774	-1.8711	17.1462	-0.0192	0.0092	0.0517
O	6.0872	-3.3704	21.3967	0.0065	-0.0218	0.0424
O	-1.4416	14.2195	21.8352	-0.0128	-0.0162	0.0448
O	12.9952	16.3911	16.9034	0	-0.0102	0.0259
O	-0.6479	38.5708	23.8958	0.0217	-0.017	0.0591
O	8.4653	2.9243	14.782	0.0078	-0.0047	0.0491
O	0.1282	10.6756	13.317	-0.0001	0.0056	0.0128
O	-5.3596	10.7305	14.2165	0.0031	-0.0061	0.0236
O	24.7567	-6.695	19.0991	-0.0164	-0.0024	0.0723
O	12.2518	16.9279	19.8088	-0.0031	-0.0046	0.0313
O	13.7331	7.1744	14.9223	-0.0119	0.0065	0.0549
O	5.6805	4.956	21.4118	0.0071	0.0178	0.0329
O	17.6434	20.4334	25.0877	-0.0017	0.0047	0.0163
O	7.2699	-2.0199	15.0174	0.0017	-0.0176	0.0557
O	1.2528	9.5276	25.269	0.0026	-0.0003	0.0222
O	17.3176	10.1533	20.9776	-0.0015	-0.0022	0.0217
O	-11.4549	17.337	17.9298	0.018	0.0026	0.0682
O	-8.5007	21.4013	23.0741	0.009	-0.0037	0.031
O	-6.3841	5.2977	14.326	0.0122	-0.0031	0.0452
O	-8.5692	3.6408	14.439	0.0102	-0.0164	0.0465
O	11.0979	5.201	14.1251	-0.0055	0.0059	0.0213
O	3.7454	12.3982	15.0175	-0.016	0.0104	0.0296
O	6.5337	15.1325	15.2967	-0.0098	0.0095	0.0394
O	-2.3511	24.141	24.0868	-0.0044	0.0095	0.0642
O	18.8297	-4.8365	22.4902	0.0088	0.0053	0.0334
O	-3.191	0.9522	19.3956	0.0036	-0.0187	0.0405
O	4.6953	8.8402	19.4609	0.0221	0.0005	0.088
O	-6.2773	4.7267	16.9924	-0.0178	-0.0078	0.0427
O	1.6226	23.4624	21.859	-0.0014	-0.0082	0.0323
O	16.4943	17.0479	23.7586	-0.0117	-0.0118	0.0707
O	-4.0727	-8.1076	22.1391	0.0121	-0.0021	0.0384
O	19.7689	-1.2159	20.4105	0.0062	-0.0005	0.0305
O	0.5465	32.5333	17.1313	0.0022	-0.0073	0.0195
H	2.1682	0.5548	33.0382	-0.2565	0.2749	-0.3017
H	0.5257	2.1995	33.0382	0.329	-0.3487	-0.2199
H	4.8919	3.2516	33.1031	-0.3234	0.2254	-0.2991
H	3.2655	4.9122	33.1031	0.3364	-0.2555	-0.2229
H	2.1813	6.0073	33.0969	-0.2232	0.303	-0.3121
H	0.5131	7.6257	33.0969	0.2958	-0.3515	-0.2311
H	3.2614	10.3593	33.0694	0.3232	-0.2647	-0.2118
H	4.9096	8.7205	33.0694	-0.2628	0.3097	-0.3003
H	5.9868	2.1721	33.1001	0.3257	-0.2556	-0.2445
H	7.6439	0.5425	33.1001	-0.2827	0.3191	-0.3041
H	8.6987	4.8969	33.0584	0.3679	-0.2141	-0.2239
H	10.3558	3.2675	33.0584	-0.3014	0.3078	-0.2997
H	7.6027	5.9743	33.0423	-0.259	0.2905	-0.2828
H	5.9766	7.6352	33.0423	0.2938	-0.337	-0.2373
H	10.3302	8.6949	33.0832	-0.2372	0.3543	-0.3016
H	8.7084	10.3598	33.0832	0.3346	-0.3171	-0.2373
H	-0.7976	3.5388	6.0006	0.2203	-0.2641	0.3526
H	0.8385	1.8878	6.0006	-0.3816	0.3344	0.2345
H	1.8883	0.8364	5.96	0.3906	-0.2842	0.2652
H	3.5392	-0.7997	5.96	-0.2949	0.2251	0.2424
H	-0.8374	8.989	6.0147	0.2736	-0.3914	0.2501
H	0.807	7.3472	6.0147	-0.3562	0.1997	0.251
H	1.9145	6.2723	6.01	0.3179	-0.2073	0.31
H	3.5495	4.6202	6.01	-0.3239	0.2863	0.2154
H	6.2756	1.8954	6.015	-0.2956	0.2868	0.2289
H	4.6204	3.5269	6.015	0.2513	-0.3132	0.2847
H	9.0138	-0.8342	6.0261	-0.3176	0.388	0.2133
H	7.3749	0.814	6.0261	0.2187	-0.2859	0.329
H	6.2782	7.3273	5.9959	-0.3186	0.3651	0.2305
H	4.6486	8.9849	5.9959	0.2185	-0.2452	0.3497
H	7.328	6.255	5.9582	0.2429	-0.3898	0.2689
H	8.9853	4.6258	5.9582	-0.2959	0.2568	0.2437

Results
free energy: -113757.209 eV
free energy less fixed offsets of H -15.71, O -570.45, Si -639.56 eV per atom: 1.511 eV

The program warned: the cutoff lies below the one the program advises for these potential files; the forces do not sum to zero within the program's tolerance; empty levels may hold ghost states of the PAW files; the exchange-correlation potential is rough where the density is thin.
